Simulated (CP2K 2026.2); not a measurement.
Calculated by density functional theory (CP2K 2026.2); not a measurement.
Periodic cell of 504 atoms, Si360O144, from a study of silicon, its oxide and their interface. The atomic structure is a simulated model.
Doubt: the forces sum to 2.21 eV/angstrom along one axis rather than to zero, so they err by at least 0.0044 eV/angstrom per atom on average; the grid cutoff is modest.

Settings: functional PBE; method Gaussian and plane waves; basis set DZVP-MOLOPT-SR-GTH; pseudopotentials GTH-PBE; grid cutoff 300 Ry, relative cutoff 40 Ry; k points Gamma only; occupations fixed; spin none; net charge 0.

Cell vectors (angstrom)
a 16.32 0 0
b 0 16.32 0
c -0.2026 3.7946 34.1422

Atoms and the computed forces on them: element, x, y, z (angstrom), force x, y, z (eV/angstrom)
Si 1.012 -1.18 -0.186 0.316 -0.204 0.709
Si 3.97 1.707 0.153 -0.01 -0.251 0.753
Si 1.676 3.819 0.159 -0.093 0.166 0.806
Si 3.525 7.484 0.038 0.176 -0.348 0.792
Si 1.241 -6.779 0.476 -0.053 0.052 0.516
Si 4.221 -4.311 0.238 -0.118 0.127 0.72
Si 6.907 -1.651 -0.053 -0.025 0.184 0.675
Si 9.548 1.31 0.336 -0.057 0.013 0.452
Si 7.565 3.689 -0.221 -0.448 0.161 0.712
Si 9.771 6.37 -0.016 -0.093 0.221 0.666
Si 6.36 9.737 0.089 0.315 -0.116 0.735
Si -7.031 -3.697 -0.082 0.003 -0.224 0.703
Si -4.523 -0.833 0 0.054 -0.113 0.676
Si -1.109 1.187 0.071 -0.182 0.139 0.782
Si -4.344 4.137 -0.009 0.245 -0.045 0.73
Si -1.555 7.073 0.247 -0.056 -0.17 0.695
Si -3.739 -7.141 0.326 -0.039 -0.124 0.703
Si -1.03 -4.775 -0.191 -0.106 0.364 0.692
Si 2.722 -0.056 1.164 -0.015 0.016 -0.065
Si 5.641 2.888 1.238 0.057 0.061 -0.023
Si 2.752 5.572 1.28 0.034 0.01 -0.012
Si 5.26 8.246 1.494 -0.006 -0.009 -0.059
Si 2.694 -5.399 1.616 0.015 -0.001 -0.013
Si 5.467 -2.758 1.425 -0.001 -0.014 -0.068
Si 8.041 -0.09 1.378 -0.001 -0.037 -0.03
Si -5.407 2.73 1.549 -0.017 0.044 -0.024
Si 8.257 5.306 1.391 -0.004 0.003 -0.054
Si -5.452 7.997 1.319 -0.005 -0.03 -0.043
Si 8.17 10.872 1.14 0.012 0.025 -0.054
Si -5.5 -2.576 1.298 0.015 -0.028 -0.037
Si -2.786 0.083 1.323 0.042 -0.02 -0.023
Si 0.071 2.681 1.427 0.025 -0.017 -0.065
Si -2.749 5.351 1.304 -0.023 -0.006 -0.057
Si -0.11 8.16 1.715 -0.027 -0.012 -0.017
Si -2.573 -5.525 1.478 0.005 0.03 -0.062
Si -0.087 -2.857 1.088 -0.021 -0.023 -0.051
Si 1.43 1.266 2.691 0.035 -0.01 0.031
Si 4.221 4.23 2.616 -0.051 -0.026 0.016
Si 1.369 6.743 2.814 0.021 -0.001 0.017
Si 4.035 9.557 2.959 0.01 0.008 0.033
Si 1.275 -3.966 2.737 -0.047 0.022 0.007
Si 4.059 -1.336 2.65 -0.014 0.018 -0.002
Si 6.763 1.385 2.689 -0.002 -0.001 -0.004
Si 9.537 4.057 2.885 0.001 0.002 0.009
Si 6.767 6.762 2.612 0.007 0.001 0.007
Si 9.508 9.491 2.558 -0.005 0.022 -0.006
Si 6.864 12.172 2.697 0.007 -0.022 0.038
Si -6.842 -1.347 2.771 -0.003 0.021 0.032
Si -4.009 1.391 2.826 -0.007 -0.008 0.014
Si -1.345 4.06 2.704 -0.002 0.001 -0.01
Si -4.097 6.695 2.745 0.014 -0.024 0.021
Si -1.37 -6.758 3.026 -0.038 -0.021 0.057
Si -4.075 -4.04 2.581 -0.01 -0.006 -0.005
Si -1.426 -1.451 2.544 0.035 0.012 0.026
Si -0.016 -0.082 3.979 -0.026 -0.009 -0.034
Si 2.807 2.744 3.953 0.01 0.007 -0.038
Si -0.009 5.391 4.117 -0.004 0.004 0.011
Si 2.679 8.133 4.198 0.01 0.009 -0.002
Si 0.034 -5.353 4.205 0.02 -0.001 0.001
Si 2.703 -2.658 4.064 0.02 -0.016 0.008
Si 5.4 0.025 4.04 0.001 0.006 -0.002
Si 8.14 2.662 4.126 0.001 0.031 -0.013
Si 5.479 5.484 4.108 -0.001 0.001 0.005
Si 8.145 8.158 3.966 0.01 -0.012 0.003
Si 5.492 10.911 4.155 -0.004 0.016 0.017
Si 8.164 -2.759 4.095 -0.01 -0.009 -0.018
Si -5.446 0.018 4.099 -0.017 0 -0.004
Si -2.661 2.741 4.144 -0.011 0.024 0.006
Si -5.423 5.426 4.189 0.008 -0.004 -0.001
Si -2.791 8.106 4.161 -0.006 0.008 -0.033
Si -5.448 -5.446 3.943 0.022 -0.013 -0.004
Si -2.746 -2.724 4.024 0.006 0.01 -0.015
Si 1.32 -1.392 16.38 -0.01 0.008 0.004
Si 4.056 1.339 16.294 -0.009 -0.003 -0.021
Si 1.324 4.045 16.304 -0.005 -0.004 -0.013
Si 4.036 6.807 16.286 0.001 0.004 -0.026
Si 1.353 -6.808 16.31 -0.002 -0.01 -0.016
Si 4.055 -4.058 16.304 0.011 -0.021 -0.01
Si 6.828 -1.372 16.327 -0.01 -0.012 -0.003
Si -6.783 1.367 16.312 0.015 0.001 -0.007
Si 6.825 4.068 16.289 0.007 0.005 -0.008
Si -6.772 6.835 16.318 -0.001 0.009 0.002
Si 6.801 9.504 16.26 -0.004 -0.005 -0.014
Si -6.774 -4.067 16.304 0.006 0.005 -0.004
Si -4.051 -1.36 16.342 -0.007 0.024 -0.008
Si -1.363 1.356 16.349 0.012 0.015 -0.013
Si -4.046 4.104 16.309 -0.007 -0.005 -0.02
Si -1.375 6.812 16.287 0.01 -0.008 -0.013
Si -4.076 9.551 16.374 0.011 0.003 0.002
Si -1.381 -4.07 16.395 0.006 -0.015 0.003
Si 2.717 -0.023 17.679 0.012 0.01 0.01
Si 5.446 2.689 17.61 0.007 0.001 -0.018
Si 2.683 5.41 17.625 0.002 0.005 0
Si 5.38 8.205 17.607 -0.004 0.009 0.002
Si 2.697 -5.424 17.652 -0.006 -0.012 -0.018
Si 5.437 -2.725 17.663 0.012 0.01 0.01
Si 8.193 0.004 17.681 0.012 0.041 -0.001
Si -5.391 2.728 17.638 -0.004 -0.003 -0.018
Si 8.181 5.456 17.626 -0.012 -0.015 0.018
Si -5.413 8.173 17.738 0.004 0.005 -0.012
Si 8.205 10.83 17.593 -0.014 -0.016 -0.008
Si -5.41 -2.72 17.69 0 -0.016 0.016
Si -2.683 -0.026 17.73 -0.013 -0.003 0.006
Si -0.04 2.733 17.723 0.002 -0.003 0.005
Si -2.712 5.485 17.684 0.007 0.004 -0.007
Si -0.017 -8.178 17.645 -0.006 0.01 0.007
Si -2.755 -5.398 17.787 0.004 -0.006 0.008
Si -0.066 -2.712 17.812 0 0.003 0.021
Si 1.28 1.273 19.023 -0.011 -0.004 -0.029
Si 4.07 4.037 18.928 -0.015 0.027 -0.021
Si 1.306 6.742 18.988 -0.02 -0.031 -0.032
Si 4.066 -6.738 19.017 0.015 -0.004 -0.014
Si 1.351 -4.121 19.07 -0.005 -0.01 -0.003
Si 4.137 -1.322 19.054 0.015 0.014 -0.034
Si 6.789 1.354 18.997 -0.011 -0.052 -0.003
Si -6.709 4.126 18.96 0.014 0.039 -0.047
Si 6.721 6.805 18.892 0.034 -0.037 -0.055
Si -6.787 9.555 19.063 -0.002 -0.001 -0.005
Si 6.807 -4.19 18.902 -0.029 0.003 -0.049
Si 9.617 -1.31 19.032 0.061 -0.026 -0.005
Si -3.997 1.417 19.018 -0.011 0.029 -0.034
Si -1.361 4.184 19.087 0.029 0.002 -0.041
Si -4.025 6.825 19.108 -0.015 0.012 -0.004
Si -1.345 -6.823 19.034 0.006 -0.004 -0.029
Si -4.144 -4.025 19.197 0.022 -0.018 -0.036
Si -1.482 -1.398 19.252 -0.03 -0.019 -0.001
Si -0.043 -0.059 20.536 0.034 0.036 0.058
Si 2.71 2.674 20.236 0.006 -0.014 0.064
Si -0.011 5.507 20.526 0.007 0.008 0.043
Si 2.649 8.15 20.232 -0.003 0.023 0.034
Si -0.028 -5.473 20.429 -0.032 0.025 0.03
Si 2.795 -2.781 20.337 0.037 -0.016 0.047
Si 5.531 0.038 20.494 -0.014 -0.013 0.04
Si 8.16 2.781 20.203 -0.009 0.028 0.033
Si 5.361 5.44 20.26 -0.007 -0.001 0.075
Si 8.085 8.149 20.232 -0.02 0.011 0.047
Si 5.516 -5.467 20.413 0.003 -0.017 0.051
Si 8.183 -2.786 20.127 -0.051 -0.019 0.037
Si -5.314 0.081 20.401 -0.019 -0.078 0.025
Si -2.694 2.808 20.425 0.004 -0.031 0.024
Si -5.36 5.436 20.436 0.004 -0.009 0.043
Si -2.656 -8.144 20.483 -0.013 0.012 0.044
Si -5.491 -5.424 20.552 0.005 0.019 0.017
Si -2.925 -2.669 20.751 -0.018 0.098 0.039
Si 1.638 -1.295 21.683 -0.4 -0.209 -0.671
Si 3.758 1.124 21.634 0.411 0.217 -0.623
Si 1.236 3.836 21.603 0.085 0.278 -0.734
Si 4.186 7.013 21.541 -0.202 -0.316 -0.672
Si 1.198 -7.067 21.674 -0.002 0.158 -0.683
Si 4.46 -3.789 21.654 -0.099 -0.164 -0.718
Si 6.763 -1.681 21.56 -0.017 0.228 -0.602
Si -6.611 1.649 21.488 -0.205 -0.211 -0.717
Si 7.033 4.376 21.456 -0.129 -0.081 -0.743
Si -7.088 6.584 21.473 0.168 0.086 -0.76
Si 6.546 -7.176 21.693 0.358 0.458 -0.634
Si 9.216 -4.134 21.721 0.429 0.085 -0.744
Si -4.256 -1.072 22.216 0.127 -0.228 -0.748
Si -1.088 1.72 21.718 -0.179 -0.346 -0.74
Si -4.286 3.836 21.847 0.32 0.379 -0.579
Si -1.1 7.121 21.945 -0.146 -0.241 -0.646
Si -3.852 -6.606 21.789 -0.204 -0.105 -0.695
Si -1.65 -4.38 21.762 0.056 0.158 -0.745
Si 5.522 0.245 -2.127 -0.028 -0.146 -0.03
Si -6.834 1.906 24.312 -0.016 0.003 -0.1
Si 0.852 -0.981 24.483 0.106 -0.022 0.037
Si -1.185 6.29 -5.737 -0.01 0.097 0.128
Si -6.017 -0.905 -4.814 -0.077 0.142 -0.068
Si 3.166 0.256 -4.35 0.142 0.139 0.121
Si -5.218 -5.407 -1.903 0.008 0.101 0.055
Si -7.667 7.332 -4.95 -0.007 0.033 0.056
Si 8.079 -5.968 23.705 -0.089 0.005 0.074
Si -0.331 -6.97 25.735 -0.013 0.005 0
Si 1.173 7.185 -4.165 -0.095 0.071 0.002
Si 3.043 1.322 24.552 0.06 -0.039 -0.235
Si -0.326 4.545 26.296 -0.004 0.015 0.053
Si 6.16 5.915 26.075 0.008 -0.036 0.005
Si -8.091 -0.311 25.939 -0.041 0.017 -0.264
Si -4.56 7.549 26.314 0.076 -0.038 -0.011
Si 1.453 -2.044 -3.271 -0.072 -0.089 0.236
Si 0.503 -6.724 -7.397 0.008 0.118 0.074
Si -2.925 2.285 -2.196 0.031 0.035 0.198
Si -1.795 6.836 25.004 -0.062 -0.055 -0.167
Si 4.333 -6.213 26.422 0.023 0.048 -0.049
Si -5.474 1.16 -7.069 0.066 -0.047 0.068
Si 7.638 0.66 -4.182 -0.008 0.01 -0.056
Si -4.384 3.423 24.856 0.14 -0.016 -0.15
Si 6.539 -4.365 -3.801 0.02 0.023 0.106
Si -2.075 2.116 26.536 -0.054 -0.063 -0.022
Si -3.637 -0.674 -2.832 0.137 0.022 0.022
Si 3.81 -3.949 -2.672 0.02 0.061 0.02
Si -2.442 -4.944 -3.119 0.141 -0.084 0.281
Si 2.147 4.154 24.559 -0.02 -0.123 -0.169
Si 2.798 -5.357 23.8 -0.054 0.003 -0.071
Si -7.106 -1.813 23.492 -0.029 0.016 -0.197
Si 0.214 5.574 -1.924 0.037 0.015 0.059
Si -7.847 2.772 -6.122 0.063 0.091 -0.032
Si 4.551 -6.318 -4.212 0.064 -0.017 0.094
Si 3.037 -7.982 -6.047 -0.08 -0.045 -0.046
Si -7.418 -6.099 -3.551 -0.162 0.004 -0.078
Si -5.84 -7.908 23.734 0.026 0.053 -0.099
Si 7.086 3.638 24.281 -0.017 -0.034 0.04
Si 3.707 6.541 24.612 0.103 0.044 -0.098
Si -0.071 -4.513 24.326 0.017 -0.069 -0.087
Si -2.013 0.22 24.135 -0.11 0.058 -0.021
Si -6.32 5.355 -6.449 0.027 0.083 -0.026
Si 5.472 -0.294 -6.208 0.02 0.072 -0.069
Si 5.669 1.279 25.911 0.087 0.027 -0.078
Si 7.812 5.96 -2.307 0.208 -0.129 0.167
Si 1.161 2.313 -5.471 -0.027 -0.1 0.043
Si 2.425 4.413 -7.525 -0.008 -0.019 0.01
Si 7.405 -5.889 26.483 0.122 0.115 0.05
Si -0.974 -7.219 -4.81 -0.009 -0.016 -0.017
Si -7.358 -3.708 -5.259 -0.005 0.07 0.151
Si -1.528 -2.287 -4.438 0.126 0.135 -0.006
Si 5.529 7.922 -2.173 -0.055 0.222 0.124
Si -1.259 3.918 -4.089 0.137 -0.015 -0.074
Si 1.338 -1.343 5.437 -0.008 0.004 0.003
Si 4.082 1.393 5.414 -0.011 0.021 -0.003
Si 1.401 4.024 5.399 0.033 0 -0.012
Si 4.098 6.795 5.491 0.001 0.008 0.012
Si 1.358 9.543 5.521 0.005 0.009 0.032
Si 4.079 12.287 5.431 -0.027 -0.015 0.015
Si 6.777 -1.361 5.397 -0.001 0.018 0.005
Si 9.521 1.345 5.481 0.01 0.002 0.02
Si 6.799 4.072 5.451 0.012 -0.011 0.003
Si -6.827 6.835 5.425 -0.018 0.001 -0.01
Si 6.836 9.491 5.437 -0.015 -0.015 -0.003
Si 9.546 12.202 5.407 0.012 -0.005 -0.007
Si -4.082 -1.368 5.419 0.006 -0.001 0.007
Si -1.313 1.311 5.412 0.013 -0.018 -0.001
Si -4.049 4.066 5.506 0.001 -0.003 0.023
Si -1.366 6.772 5.472 0.004 0.007 0.011
Si -4.149 -6.79 5.424 -0.002 0.013 -0.006
Si -1.4 -4.031 5.471 -0.004 0.003 0.007
Si 2.708 0.032 6.777 -0.017 0.009 0.002
Si 5.436 2.72 6.808 0.006 0.003 -0.003
Si 2.721 5.406 6.798 0.008 0.007 -0.006
Si 5.464 8.163 6.822 -0.016 0.007 0.013
Si 2.753 10.903 6.82 0.006 -0.012 0.004
Si 5.43 -2.688 6.8 -0.016 0.01 -0.008
Si 8.146 -0.029 6.795 0.006 0.004 -0.006
Si -5.436 2.709 6.83 -0.003 -0.002 0.01
Si -8.16 5.448 6.794 0.006 -0.011 0.003
Si 10.837 8.183 6.811 -0.017 0.019 -0.006
Si 8.185 10.863 6.793 0.01 -0.021 -0.006
Si 10.888 -2.742 6.779 -0.002 -0.004 0.002
Si -2.712 -0.009 6.781 -0.005 0.002 -0.005
Si 0.041 2.677 6.782 0.003 -0.017 -0.005
Si -2.704 5.43 6.854 -0.015 -0.002 0.005
Si -0.023 8.161 6.827 -0.002 0.011 0.001
Si -2.755 -5.44 6.785 0.005 -0.01 -0.001
Si -0.01 -2.696 6.817 -0.001 -0.007 0.001
Si 1.371 1.353 8.182 0.006 0 0.005
Si 4.079 4.07 8.176 -0.01 -0.019 0.003
Si 1.362 6.788 8.153 0.002 -0.005 -0.01
Si 4.102 9.531 8.173 0.012 0.018 0.002
Si 1.358 -4.07 8.159 -0.003 -0.008 -0.012
Si 4.067 -1.333 8.15 0.01 0.004 -0.009
Si 6.801 1.35 8.154 -0.005 0.004 -0.006
Si -6.799 4.09 8.162 0.013 0.012 -0.006
Si 6.806 6.791 8.177 0 0.006 -0.007
Si 9.511 9.527 8.195 -0.001 -0.008 0.008
Si 6.803 -4.078 8.133 -0.007 -0.006 -0.007
Si 9.519 -1.384 8.145 -0.013 0.001 -0.003
Si -4.068 1.342 8.163 -0.005 0.005 -0.004
Si -1.327 4.047 8.157 -0.004 0.012 -0.009
Si -4.095 6.814 8.157 0.011 0.004 -0.003
Si -1.389 -6.792 8.161 -0.006 -0.01 0.002
Si -4.087 -4.081 8.165 -0.008 -0.006 -0.006
Si -1.364 -1.347 8.174 0.017 0.005 0.003
Si 0 0 9.534 -0.006 0.013 0.006
Si 2.725 2.715 9.537 -0.002 0.004 0.005
Si 0.008 5.429 9.523 0.012 -0.007 -0.003
Si 2.722 8.159 9.509 0.011 0.003 0
Si -0.008 -5.436 9.511 0.004 0.002 -0.001
Si 2.716 -2.707 9.514 -0.01 0.01 -0.011
Si 5.436 0.005 9.522 -0.008 0.014 -0.004
Si -8.159 2.716 9.511 -0.005 -0.001 -0.007
Si 5.439 5.435 9.53 0.004 0.004 -0.005
Si 8.155 8.157 9.538 -0.002 0.002 0.005
Si 5.454 -5.426 9.525 -0.008 -0.021 0
Si 8.158 -2.729 9.514 0.012 -0.008 -0.004
Si -5.44 -0.017 9.511 0.015 -0.004 0.003
Si -2.707 2.708 9.519 0.007 -0.017 0
Si -5.44 5.446 9.522 -0.021 -0.002 -0.001
Si -2.736 -8.154 9.523 -0.014 0.017 0
Si -5.44 -5.432 9.535 -0.002 -0.001 0.007
Si -2.723 -2.719 9.52 0.007 -0.005 -0.009
Si 1.359 -1.364 10.888 0.001 -0.006 0.003
Si 4.083 1.357 10.893 -0.005 0.002 0.004
Si 1.363 4.075 10.889 0.016 -0.013 0.003
Si 4.079 6.804 10.88 -0.001 -0.009 0
Si 1.352 9.518 10.868 -0.007 -0.01 -0.003
Si 4.076 -4.07 10.875 0.012 0.005 -0.006
Si 6.797 -1.364 10.874 -0.012 0.004 -0.005
Si -6.795 1.357 10.87 -0.004 0.012 -0.006
Si -9.518 4.068 10.881 0.003 -0.004 -0.003
Si 9.522 6.801 10.888 -0.003 0.008 -0.002
Si 6.801 9.526 10.89 0.006 -0.001 0.004
Si 9.52 -4.073 10.888 -0.003 -0.011 0.005
Si -4.079 -1.364 10.885 -0.008 -0.007 0.006
Si -1.361 1.354 10.891 0.015 0.001 0.005
Si -4.071 4.08 10.87 0.002 0.015 -0.003
Si -1.366 6.798 10.869 -0.01 0.004 -0.003
Si -4.08 -6.791 10.89 -0.001 0 0.004
Si -1.36 -4.073 10.877 -0.003 0.001 0.003
Si 2.721 -0.007 12.245 0.005 0.017 0.001
Si 5.442 2.716 12.249 -0.007 0 0.001
Si 2.72 5.441 12.239 -0.001 0.007 0.006
Si 5.438 8.164 12.242 0.003 0.014 0
Si 2.706 10.886 12.23 0.001 -0.008 0.003
Si 5.431 -2.715 12.242 -0.003 -0.009 0.005
Si 8.165 -0.004 12.23 -0.001 -0.005 -0.001
Si -5.43 2.718 12.232 -0.001 -0.007 0
Si -8.156 5.429 12.236 -0.011 -0.002 -0.006
Si 10.88 8.167 12.24 -0.005 -0.002 0.007
Si 8.163 10.886 12.245 0.005 -0.005 0
Si 10.888 -2.721 12.249 -0.009 0.002 -0.001
Si -2.718 -0.006 12.252 0.002 0.011 0.002
Si 0.001 2.712 12.243 -0.01 0.003 0.003
Si -2.721 5.444 12.238 0.001 -0.01 0.011
Si -0.015 8.166 12.232 0.005 -0.007 0.006
Si -2.715 -5.429 12.241 0.006 -0.006 0.003
Si -0.007 -2.717 12.247 0.014 0.003 0
Si 1.353 1.343 13.601 0.01 0.004 -0.003
Si 4.077 4.081 13.601 -0.002 -0.002 0.013
Si 1.34 6.795 13.581 0.007 -0.005 0.003
Si 4.072 9.532 13.588 0.001 -0.014 0.012
Si 1.338 -4.087 13.606 -0.009 -0.003 0.005
Si 4.067 -1.367 13.615 0.003 0.003 0.003
Si 6.803 1.346 13.597 0.004 0.003 0.002
Si -6.781 4.085 13.595 -0.009 0.003 -0.006
Si 6.801 6.788 13.588 0.013 -0.009 0.004
Si 9.53 9.531 13.599 -0.002 0.004 0.003
Si 6.8 -4.07 13.594 -0.012 0 0.002
Si 9.531 -1.354 13.599 0.006 0.002 0.003
Si -4.079 1.359 13.605 0 0.001 0.003
Si -1.365 4.071 13.591 0.025 -0.009 0.006
Si -4.076 6.818 13.599 -0.014 0.016 0.004
Si -1.364 9.535 13.608 -0.007 0.007 0
Si -4.064 -4.074 13.611 -0.005 -0.013 0
Si -1.353 -1.356 13.621 0.001 -0.007 0.007
Si 0.006 -0.001 14.994 0.008 0.005 0.006
Si 2.706 2.71 14.943 -0.001 -0.005 -0.009
Si -0.015 5.431 14.947 -0.008 -0.001 0.004
Si 2.695 8.165 14.923 -0.011 0.003 0.001
Si -0.025 -5.426 14.995 0.012 -0.01 0.004
Si 2.677 -2.719 14.966 -0.005 -0.004 -0.002
Si 5.449 -0.018 14.965 -0.004 0.013 0.006
Si 8.178 2.711 14.934 0.004 -0.013 0.003
Si 5.437 5.441 14.96 -0.001 0.007 0.003
Si 8.173 8.15 14.929 -0.005 0.006 -0.008
Si 5.431 10.899 14.949 0.01 0.004 -0.002
Si 8.173 -2.717 14.95 0.004 -0.005 -0.013
Si -5.425 -0.008 14.972 -0.013 -0.001 -0.007
Si -2.711 2.712 14.964 -0.009 0.003 -0.004
Si -5.425 5.456 14.96 0.01 -0.004 0.002
Si -2.735 8.193 14.968 0.004 -0.001 0
Si -5.42 -5.439 14.965 -0.003 0.007 0.01
Si -2.703 -2.72 14.983 0.001 0.005 0.004
O 1.834 3.405 -6.438 0.23 0.031 -0.026
O 3.806 1.696 23.16 0.264 0.237 0.153
O 2.384 1.675 -4.588 0.141 0.264 0.495
O 7.892 2.146 -4.754 0.017 0.374 0.395
O 0.111 -8.141 22.287 0.347 0.132 0.353
O 3.812 -4.396 23.008 0.164 0.048 0.433
O 1.999 4.276 22.96 0.437 0.215 -0.03
O -5.381 4.467 25.569 -0.497 0.337 -0.168
O 5.592 -2.688 22.137 -0.121 -0.125 0.272
O 8.131 5.481 21.963 -0.044 -0.012 0.531
O -0.073 0.022 -0.423 -0.132 0.123 -0.271
O -7.161 1.112 22.936 -0.274 -0.557 0.22
O -2.252 -1.14 -3.535 0.325 0.489 0.319
O 6.509 -7.444 -1.291 0.53 -0.004 -0.396
O -5.418 5.276 -0.515 -0.069 0.117 -0.271
O -2.649 8.146 -0.366 0.168 -0.209 -0.593
O 0.838 4.792 25.224 0.11 0.546 -0.047
O 5.343 8.088 21.833 -0.112 -0.018 0.055
O 2.253 -7.836 -0.273 0.151 0.072 -0.628
O 3.639 6.637 23.013 -0.155 -0.114 0.217
O 7.868 -1.302 22.714 -0.105 0.483 0.175
O -3.222 -0.586 23.4 0.019 0.096 0.559
O -5.69 0.285 -0.426 -0.074 0.113 -0.401
O 1.001 4.4 -1.186 0.01 -0.164 -0.44
O 1.302 -1.773 -1.678 0.002 -0.183 -0.146
O -1.78 6.663 23.378 -0.251 -0.151 0.003
O 5.723 -5.359 -4.789 0.194 0.073 -0.675
O 3.518 -3.696 -1.103 -0.263 0.467 -0.109
O -5.533 2.798 21.913 -0.235 0.05 0.055
O -4.438 -7.374 23.112 0.334 -0.223 0.438
O 7.538 -5.388 -2.975 -0.067 -0.286 0.8
O -8.042 6.193 -3.845 0.006 -0.359 -0.285
O 8.087 -2.679 -0.609 -0.09 -0.151 -0.195
O 2.17 -6.515 22.861 0.047 -0.336 0.109
O -0.875 4.877 -2.86 -0.513 -0.215 0.317
O -3.281 3.047 25.975 -0.06 0.4 0.318
O -6.693 -4.912 -4.399 0.625 -0.067 0.188
O -3.801 -1.369 -1.372 0.258 -0.411 -0.069
O -4.503 2.449 -6.871 0.343 -0.032 0.561
O 2.634 -3.155 -3.459 -0.019 -0.209 -0.364
O -7.661 -7.495 -4.335 -0.236 0.127 -0.332
O -7.346 1.06 25.564 0.195 0.217 0.475
O 7.592 4.456 -1.691 0.098 -0.333 -0.497
O 4.204 0.745 25.499 -0.14 -0.406 0.601
O -1.767 1.5 23.187 -0.247 0.31 0.273
O -6.08 -4.139 -1.349 0.373 0.314 -0.068
O 5.653 0.982 -7.171 -0.244 0.15 -0.234
O 0.352 -7.736 -4.014 0.279 0.387 0.485
O -5.621 7.585 25.094 -0.262 -0.3 0.087
O -7.661 -6.923 26.546 -0.206 -0.487 -0.227
O 6.903 0.815 -2.752 0.375 0.038 0.284
O -3.852 3.305 -1.332 -0.306 -0.096 -0.279
O 7.508 -3.352 -4.603 -0.216 0.608 -0.143
O 3.792 5.08 -6.98 0.252 -0.229 0.399
O 5.984 -1.083 -1.294 -0.191 -0.068 -0.456
O 4.305 0.093 -3.191 -0.203 -0.141 -0.213
O -3.852 4.053 23.434 0.263 0.324 0.066
O 4.914 1.311 -1.104 0.07 0.4 -0.406
O 5.382 -3.545 -2.989 0.185 0.526 0.113
O -3.692 0.93 -2.618 -0.413 0.117 -0.321
O 1.947 -0.717 -4.009 -0.548 0.269 0.03
O -2.168 -3.724 -4.121 -0.06 -0.117 -0.283
O -4.889 -1.16 -3.707 0.031 -0.072 0.173
O -5.247 2.098 24.521 0.353 -0.47 0.115
O -0.698 -0.694 24.153 -0.083 -0.138 0.1
O -2.208 0.744 25.662 -0.244 -0.314 0.395
O 3.946 -0.194 -5.686 -0.491 0.083 -0.483
O -1.887 4.923 -5.207 -0.34 0.054 -0.36
O 2.537 7.458 25.223 -0.228 -0.071 -0.271
O 6.267 2.436 24.962 0.073 -0.163 -0.303
O -6.274 6.704 -5.541 0.579 0.207 0.18
O 7.647 -5.146 25.039 -0.045 0.645 -0.018
O 7.251 3.098 -7.131 -0.158 0.611 0.111
O -6.543 7.35 22.777 -0.295 -0.235 0.118
O -1.641 1.919 -1.282 0.355 0.344 -0.363
O -0.812 -3.85 23.06 0.187 0.285 0.127
O 3.689 -6.05 24.946 -0.088 -0.027 -0.15
O 3.715 -5.52 -3.069 -0.265 -0.218 0.43
O 6.331 6.56 -2.354 -0.22 -0.522 -0.254
O 1.796 0.315 24.489 -0.181 0.151 0.048
O 0.236 -5.816 -0.428 0.173 -0.053 -0.397
O 1.178 -6.909 26.309 0.19 0.471 0.025
O 5.126 6.885 25.295 0.027 0.611 0.288
O -1.587 5.434 25.779 -0.559 -0.378 0.321
O -7.268 -0.126 -4.141 0.083 0.097 0.217
O -2.747 -5.495 22.283 -0.321 -0.122 0.496
O -0.574 7.804 25.402 0.233 -0.14 0.219
O -6.772 -6.601 23.908 0.474 0.468 0.015
O 0.395 1.189 -6.37 -0.051 -0.142 0.498
O 0.04 -2.397 -3.994 -0.042 -0.292 -0.051
O -5.653 -1.212 23.07 -0.047 0.021 0.055
O -3.114 7.55 25.61 -0.177 0.445 -0.054
O -4.437 -6.171 -0.749 -0.082 0.425 -0.241
O -1.867 -6.293 -3.834 -0.223 -0.346 0.244
O 5.914 -6.498 26.389 -0.033 -0.405 -0.385
O 2.637 7.394 -4.79 0.426 -0.368 0.279
O 4.214 7.671 -6.91 0.292 0.175 -0.281
O -4.056 -5.009 -2.952 -0.227 -0.06 -0.304
O 6.6 -0.182 -5.07 0.05 -0.458 0.119
O 5.305 -5.401 -0.322 -0.003 0.102 -0.218
O 4.179 7.433 -1.444 -0.192 -0.001 -0.247
O -5.305 -0.04 -5.996 0.224 0.027 0.27
O -7.485 -1.512 25.034 -0.006 -0.129 0.398
O -0.728 2.979 26.279 0.616 -0.086 -0.131
O 5.708 -1.774 -6.809 0.035 -0.19 0.319
O -6.912 4.025 -5.715 -0.05 -0.173 0.63
O -0.488 -6.075 24.403 -0.456 -0.319 -0.64
O 3.594 -6.599 -5.459 -0.328 0.476 -0.415
O 0.338 6.235 -5.175 0.202 -0.435 -0.282
O -6.997 1.65 -6.916 -0.43 -0.099 -0.352
O 0.924 -1.655 25.956 0.393 0.392 0.481
O -7.729 2.415 -0.476 0.318 -0.368 -0.361
O -1.17 6.166 -7.339 -0.36 0.236 -0.091
O 2.8 2.741 -0.353 0.068 0.185 -0.637
O 2.388 2.675 25.119 -0.156 0.169 0.758
O 7.667 7.456 -6.255 -0.674 0.585 -0.036
O -6.493 -2.357 -5.356 0.141 -0.033 -0.262
O 6.971 -7.07 23.289 -0.307 -0.395 0.507
O 0.123 2.744 22.076 0.222 -0.2 0.61
O 6.634 -0.022 25.855 -0.266 -0.431 0.225
O -4.804 5.06 -6.956 0.445 0.382 0.255
O -0.463 -6.392 -6.131 -0.189 0.456 -0.172
O -0.569 -3.739 25.65 -0.632 -0.071 0.126
O -7.535 -4.421 -6.683 0.032 -0.506 0.086
O 2.768 -0.143 21.837 0.096 0.112 -0.191
O -1.73 -4.644 -1.672 0.077 0.291 -0.33
O 8.065 -5.151 22.293 -0.633 0.049 -0.307
O 1.293 6.449 -2.744 0.459 0.065 0.16
O -1.782 7.739 -5.271 -0.596 0.078 -0.291
O 1.55 -4.452 24.297 0.329 0.255 0.006
O 5.17 -7.669 -3.568 0.266 -0.207 -0.52
O 3.439 4.998 24.988 0.402 -0.283 0.29
O -2.436 2.947 -3.579 -0.202 -0.021 -0.786
O 0.027 3.054 -4.573 0.07 -0.34 0.494
O -0.59 6.555 -0.944 0.051 0.098 -0.208
O -1.844 -1.994 -6.012 -0.206 -0.125 0.046
O -6.797 -3.371 23.147 0.344 -0.292 0.442
O 1.344 -1.856 23.199 -0.185 -0.569 0.286
O -6.33 -6.462 -2.423 -0.047 -0.445 0.088
O -7.653 3.294 24.243 0.276 0.522 0.16
O -7.437 6.746 -1.352 0.159 0.45 0.071
O 7.002 5.081 24.983 0.409 0.199 -0.261
O 6.43 3.71 22.806 -0.632 -0.265 0.061
O 1.715 -7.666 -6.904 -0.093 -0.23 -0.338

Results
total energy: -101649.880 eV
total energy less fixed offsets of O -438.25, Si -107.07 eV per atom: 3.320 eV
